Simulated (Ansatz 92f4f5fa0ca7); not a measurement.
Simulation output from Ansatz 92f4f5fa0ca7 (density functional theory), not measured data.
Periodic cell of 224 atoms, Si132O90As1H1, from a study of silicon, its oxide and their interface. The atomic structure is a simulated model.

Settings: functional PBE; potential files Ansatz PAW; basis plane waves; wave-function cutoff 700 eV; density cutoff ratio 5; exchange-correlation grid ratio 1; k mesh 2 x 2 x 1, shifted by 0.5 0.5 0.5 of a step; self-consistency stop 5e-08 eV per atom in the density residual; occupations fixed; spin none; net charge 0.

Cell vectors (angstrom)
a 10.938 0 0
b 0 10.938 0
c 0 0 33.1092

Atoms: element, x, y, z (angstrom)
Si 0.3336 -0.2329 25.7846
Si 5.2904 0.4048 25.63
Si 2.955 2.5325 25.5612
Si 8.1352 3.0657 25.5868
Si -0.34 5.8636 25.684
Si 5.8698 5.2379 25.7253
Si 2.6115 8.5718 25.7058
Si 8.4132 8.1506 25.4152
Si 1.4366 1.4203 27.002
Si 6.9113 1.4898 26.9281
Si 4.1416 4.1143 26.9017
Si 9.5641 4.2378 27.0288
Si 1.3921 6.9209 26.9125
Si 6.9318 6.9358 26.92
Si 4.179 9.7172 26.9879
Si 9.5819 9.5747 26.9434
Si 2.7468 0.03 28.3781
Si 8.1965 0.0163 28.2892
Si -0.0064 2.7704 28.3124
Si 5.4702 2.7534 28.3304
Si 2.7306 5.4762 28.2709
Si 8.1734 5.5329 28.3773
Si -0.0088 8.2017 28.3367
Si 5.4787 8.2248 28.2944
Si 4.1018 1.3673 29.691
Si 9.5708 1.3673 29.691
Si 1.3673 4.1018 29.691
Si 6.8362 4.1018 29.691
Si 4.1018 6.8362 29.691
Si 9.5708 6.8362 29.691
Si 1.3673 9.5708 29.691
Si 6.8362 9.5708 29.691
Si 0 0 31.0582
Si 5.469 0 31.0582
Si 2.7345 2.7345 31.0582
Si 8.2035 2.7345 31.0582
Si 0 5.469 31.0582
Si 5.469 5.469 31.0582
Si 2.7345 8.2035 31.0582
Si 8.2035 8.2035 31.0582
Si 1.3673 1.3673 32.4255
Si 6.8362 1.3673 32.4255
Si 4.1018 4.1018 32.4255
Si 9.5708 4.1018 32.4255
Si 1.3673 6.8362 32.4255
Si 6.8362 6.8362 32.4255
Si 4.1018 9.5708 32.4255
Si 9.5708 9.5708 32.4255
Si 2.7345 0 0.6835
Si 8.2035 0 0.6835
Si 0 2.7345 0.6835
Si 5.469 2.7345 0.6835
Si 2.7345 5.469 0.6835
Si 8.2035 5.469 0.6835
Si 0 8.2035 0.6835
Si 5.469 8.2035 0.6835
Si 4.1018 1.3673 2.0507
Si 9.5708 1.3673 2.0507
Si 1.3673 4.1018 2.0507
Si 6.8362 4.1018 2.0507
Si 4.1018 6.8362 2.0507
Si 9.5708 6.8362 2.0507
Si 1.3673 9.5708 2.0507
Si 6.8362 9.5708 2.0507
Si 0 0 3.418
Si 5.469 0 3.418
Si 2.7345 2.7345 3.418
Si 8.2035 2.7345 3.418
Si 0 5.469 3.418
Si 5.469 5.469 3.418
Si 2.7345 8.2035 3.418
Si 8.2035 8.2035 3.418
Si 1.3882 1.3309 4.7285
Si 6.866 1.3464 4.876
Si 4.1405 4.0001 4.8123
Si 9.5733 4.0778 4.7574
Si 1.3646 6.8084 4.7888
Si 6.7645 6.8862 4.6911
Si 4.0983 9.5652 4.7833
Si 9.5739 9.5692 4.8258
Si 2.688 -0.0627 6.132
Si 8.2205 -0.0228 6.305
Si -0.0272 2.6213 6.0706
Si 5.485 2.6341 6.337
Si 2.6282 5.2986 6.0863
Si 8.0962 5.4675 5.9384
Si -0.0254 8.1232 6.1805
Si 5.3891 8.1478 6.1494
Si 3.7568 1.4676 7.5634
Si 9.9534 1.0868 7.5798
Si 1.4786 3.7073 7.4809
Si 6.6176 4.4302 7.4313
Si 4.1936 6.4436 7.3237
Si 9.2116 6.9578 7.3307
Si 1.1606 9.6707 7.4892
Si 7.016 9.2378 7.4677
O 9.5346 6.9749 25.0208
O 4.096 1.4273 25.0757
O 8.1557 8.1114 7.8854
O 2.7491 2.7297 7.8428
O 6.9474 4.1274 25.1069
O 1.4413 9.6212 25.1887
O 5.4184 5.4813 7.8744
O 0.0834 -0.1143 7.9882
O 7.5217 4.2436 8.8065
O 10.7436 6.4431 15.7165
O 9.6092 6.0301 8.6411
O 1.8217 9.0121 8.8463
O 3.8968 0.7296 9.0349
O 0.7339 3.8814 8.9551
O 9.7817 1.9294 9.0044
O 3.2395 6.7757 8.6169
O 7.8079 8.876 24.0087
O 8.9643 2.5424 24.2376
O 5.3002 6.067 24.4299
O 2.1543 3.0864 24.1958
O 10.5983 0.4308 24.4658
O 0.1893 4.9254 24.4381
O 3.4536 8.0645 24.3696
O 6.0707 10.8027 24.2914
Si 10.7238 -2.9966 19.717
Si 11.8836 5.6143 20.8101
Si 2.9247 4.4682 16.89
Si 15.5541 2.1302 16.8827
Si 2.7869 -2.9843 9.6304
Si 6.1833 -1.3904 15.7826
Si 6.8494 -4.0182 11.5904
Si 6.2653 2.9048 19.3445
Si 9.2654 -0.7043 16.3155
Si 6.3923 0.2002 20.4241
Si 10.5961 3.0604 9.8917
Si 0.5535 12.0364 20.9426
Si 3.8891 0.6403 10.667
Si 1.9163 10.3518 12.7254
Si 15.2109 -0.4914 18.0912
Si 7.2122 -0.681 23.2728
Si -2.0985 3.2286 17.5355
Si 6.035 12.2771 14.4697
Si 6.6589 6.6663 14.4944
Si 14.6148 7.2016 20.8237
Si -1.2527 1.2879 23.46
As 0.7583 -5.6713 14.7834
Si 5.2546 5.6596 18.7852
Si 3.5886 2.7244 12.781
Si 8.6148 5.1641 9.6247
Si 9.2487 -0.5382 19.3435
Si 7.8405 6.0368 17.0589
Si -5.3245 -1.5272 10.2776
Si 3.9258 -4.3215 23.7934
Si 4.4773 5.7509 12.8635
Si 0.5391 1.9486 12.7459
Si -1.9206 1.8559 14.6599
Si 1.5773 4.5409 23.6974
Si 0.6691 -7.6215 18.839
Si 10.2721 7.5529 16.7892
Si 1.9398 7.3068 12.4948
Si 2.313 -1.1911 20.263
O 5.1491 -0.1926 19.4409
O 4.8246 2.0567 13.6365
O 11.1098 -3.4887 18.1926
O 5.0026 2.5584 18.3886
O -0.7516 13.3851 13.6536
O -4.5084 -0.6979 21.8078
O 3.7146 4.3399 12.699
O -5.6422 -0.1212 11.0576
O 7.4604 -3.9842 13.1031
O 12.7044 -7.2911 17.6971
O 5.3705 5.7077 14.2207
O 2.0193 2.4905 13.281
O 7.6814 -1.0631 16.3211
O 10.2624 2.7472 18.1387
O -1.2966 -0.1762 17.8074
O 9.566 0.4144 15.1835
O 2.9989 10.6998 13.8984
O 8.4677 0.321 22.9563
O 3.4583 7.0106 13.0056
O 0.9735 6.2219 13.251
O 16.8774 4.4722 19.7262
O 3.7453 3.273 16.1274
O 7.6327 2.6664 18.4765
O 7.548 1.7018 13.9161
O 7.6243 -5.1351 15.4651
O 10.7487 1.7372 22.2782
O 10.2683 0.2992 20.2618
O -3.033 6.2238 10.6045
O 3.7878 0.7456 17.112
O 6.1503 -2.8749 15.1411
O 5.1326 -1.43 17.0555
O 8.7988 2.8217 15.9601
O 0.3738 4.6921 19.6215
O 5.4617 6.0432 11.5838
O 10.7085 6.7659 20.8672
O 4.1785 -2.2711 10.0776
O 2.8582 -1.0202 18.717
O 2.3418 -4.5788 20.402
O 8.7062 7.3839 17.2473
O -8.2934 -0.2344 11.2937
O 6.3324 9.783 8.8601
O 3.7924 2.1463 11.266
O 12.8324 11.0794 21.1399
O 1.9632 -3.6958 10.8509
O 9.3378 -2.1385 19.7049
O 8.7476 4.8417 17.6561
O 5.9673 1.9099 16.0081
O 4.8217 6.9284 19.7055
O 3.9336 5.2284 17.9226
O 1.4448 8.8074 12.8609
O 6.4005 6.1907 17.7717
O 2.3096 -5.4483 15.7633
O 6.2963 1.8545 20.6157
O 11.3201 2.4086 11.1916
O 11.8708 8.9553 20.1681
O 4.2508 -4.2902 22.2223
O 5.8252 -0.2848 14.6173
O 10.2943 -1.9412 16.0224
O -1.4141 4.1347 10.4866
O 7.7279 -0.1029 19.5817
O 12.0975 2.2369 19.9465
O 2.7081 5.6088 24.1529
O 0.5597 0.3198 12.8278
O 14.3306 -2.1427 21.0347
O 1.2422 4.6753 22.11
O 6.5983 -2.4751 11.1434
H 2.7078 10.6712 14.8222

Results
free energy: -139986.348 eV
free energy less fixed offsets of As -4857.07, H -17.10, O -569.03, Si -635.61 eV per atom: 1.042 eV

Forces (eV/angstrom), in the order of the atoms: element, x, y, z
Si 0.0286 -0.0256 -0.0639
Si -0.0302 0.0123 -0.0721
Si 0.0095 -0.0334 -0.028
Si -0.0062 0.0215 -0.0346
Si -0.0465 -0.0013 -0.0652
Si 0.0289 -0.0244 -0.0614
Si -0.0149 0.0257 -0.0294
Si 0.0066 -0.008 -0.0414
Si 0.0063 -0.0058 0.007
Si -0.0004 0.0041 0.007
Si -0.0109 -0.0277 0.0099
Si -0.0203 -0.0357 -0.0034
Si -0.0207 0.0048 0.0149
Si 0.0216 0.0034 0.0047
Si -0.0153 -0.0125 -0.0024
Si -0.026 -0.0214 0.0088
Si 0.002 -0.002 -0.0136
Si 0.002 0.0021 0.0112
Si 0.0062 0.0038 -0.0049
Si -0.0087 0.0077 -0.0109
Si 0.0048 0.0022 0.0078
Si -0.0158 0.0065 -0.0024
Si 0.0003 0.0024 -0.0081
Si 0.0078 -0.0025 0.0072
Si 0.2587 0.1858 0.3606
Si 0.0052 0.0495 -0.2535
Si 0.1094 0.1434 -0.1624
Si -0.2114 0.2321 0.1918
Si -0.0093 0.0216 -0.3945
Si 0.1768 0.0697 0.4229
Si -0.0831 0.0331 0.1041
Si 0.0521 0.099 -0.1746
Si 0.0587 -0.0078 -0.0072
Si 0.0103 0.0561 -0.0052
Si 0.0994 0.0469 -0.0103
Si 0.012 0.0128 -0.0296
Si 0.0102 0.0801 -0.009
Si 0.0346 -0.0719 0.0096
Si -0.0136 0.0049 -0.0264
Si 0.1072 0.042 -0.0058
Si -0.0214 0.0173 -0.0007
Si 0.0088 -0.0201 -0.0049
Si -0.0597 0.0522 0.0209
Si 0.0436 0.0051 -0.0054
Si -0.0141 -0.0768 -0.0002
Si -0.0444 0.0236 -0.0049
Si -0.0104 -0.0076 -0.0089
Si -0.0645 0.0098 0.0129
Si 0.0627 -0.0461 -0.0067
Si -0.0046 0.0376 -0.0136
Si 0.0012 -0.0142 0.0286
Si 0.0221 -0.0222 -0.0138
Si -0.0024 0.0464 -0.0071
Si 0.0007 0.0026 -0.0024
Si 0.0556 0.0071 -0.0119
Si 0.0114 -0.0013 0.0229
Si -0.0675 0.0545 -0.0143
Si -0.068 -0.0839 0.0144
Si 0.0301 0.0701 0.0202
Si -0.0589 -0.0192 0.0254
Si -0.1231 -0.1579 -0.0083
Si -0.0198 -0.0346 0.0231
Si -0.1006 -0.0483 0.0043
Si 0.0957 0.0481 -0.0124
Si -0.1693 -0.2715 -0.1511
Si 0.2149 0.0953 0.3691
Si 0.2875 -0.2151 -0.2574
Si -0.1707 -0.2736 0.129
Si -0.0083 -0.0487 -0.0915
Si -0.4461 -0.3683 -0.214
Si -0.0594 -0.1116 0.0761
Si 0.0508 0.3997 -0.1497
Si 0.0124 -0.0085 0.0094
Si -0.0085 0.0033 -0.0249
Si 0.0074 -0.0044 0.0054
Si 0.0001 -0.0184 0.0258
Si -0.0011 0.0005 -0.0067
Si -0.0061 0.0116 0.019
Si 0.0009 -0.0051 0.0011
Si -0.0074 0.0112 0.0063
Si 0.0123 -0.0115 0.0143
Si 0.0236 0.0256 0.0015
Si 0.0081 0.034 -0.0193
Si 0.0046 0.0207 -0.0047
Si -0.0267 -0.0009 -0.0031
Si 0.0262 0.0016 0.008
Si 0.0017 0.0122 -0.0143
Si 0.0087 -0.0006 0.0061
Si -0.0379 0.0056 0.0471
Si 0.051 -0.0045 0.0565
Si 0.0274 -0.0317 0.0536
Si 0.0113 0.054 0.0416
Si 0.0208 -0.0176 0.0461
Si -0.0479 0.0012 0.0375
Si 0.0054 0.0306 0.0384
Si 0.0105 -0.0245 0.0414
O 0.0177 -0.0124 -0.0013
O 0.0129 0.0044 -0.0063
O -0.0064 0.0013 0.0203
O 0.0002 -0.0124 0.0218
O -0.0054 0.021 -0.0074
O 0.0033 0.0126 -0.0058
O -0.0143 -0.0158 0.0131
O -0.0198 -0.0063 0.0143
O -0.0052 0.007 -0.0061
O 0.0055 0.0096 0.0151
O -0.0157 0.0147 -0.0078
O -0.006 -0.002 -0.0107
O 0.0047 0.02 -0.0085
O -0.005 -0.0147 -0.0174
O 0.011 -0.0029 -0.0189
O 0.0209 0.0225 -0.0061
O 0.0176 -0.004 0.0372
O -0.0145 -0.0035 0.0232
O -0.0166 -0.0127 0.0269
O 0.0089 0.0099 0.0233
O -0.0004 0.0023 0.0229
O 0.023 0.0258 0.0241
O -0.0085 -0.0246 0.0059
O -0.0017 0.0016 0.0372
Si 0.0018 -0.0035 0.0022
Si -0.0026 -0.0003 -0.0072
Si 0.002 0.0042 -0.0059
Si -0.0057 0.0014 -0.0034
Si 0.0082 -0.0076 -0.0119
Si -0.0021 -0.001 0.0016
Si -0.002 -0.0029 -0.0066
Si -0.0011 0.0016 0.0073
Si 0.0083 -0.0009 -0.0035
Si -0.0027 0.0026 -0.0011
Si 0.0032 -0.0012 0.0061
Si 0.0065 0.0007 -0.0002
Si 0.0017 0.0026 -0.0007
Si -0.0044 -0.0021 -0.0008
Si -0.0058 -0.0055 -0.0034
Si -0.0196 0.0064 0.003
Si 0.001 -0.0041 -0.0008
Si -0.0021 -0.0064 0.0068
Si 0.0006 -0.0027 0.0012
Si 0.0066 0.0016 -0.0039
Si 0.0075 -0.0042 0.0039
As -0.0013 -0.0026 0.0069
Si -0.0005 0.003 0.0026
Si 0.0058 0.0095 -0.008
Si -0.0134 0.0057 -0.0019
Si 0.003 -0.0005 -0.0025
Si -0.0034 0.0019 -0.0004
Si 0.0019 -0.0019 -0.0013
Si 0.004 -0.0026 0.0045
Si 0.0051 -0.0017 -0.0016
Si -0.0049 -0.0038 -0.0009
Si 0.0056 -0.0035 0.0076
Si -0.0013 0.0079 0.0025
Si 0.0019 0.0014 -0.0032
Si 0.0035 -0.0017 0.0005
Si -0.0047 -0.0042 0.0017
Si 0.0019 0.0004 0.0022
O 0.0207 -0.0034 0.0147
O 0.0127 -0.0026 0.0045
O -0.0259 0.0102 0.0069
O 0.018 -0.0029 -0.0091
O 0.0031 -0.0217 -0.009
O 0.0115 0.0095 -0.0001
O 0.0118 0.003 0.0068
O -0.0237 -0.014 -0.0169
O -0.0351 -0.009 0.0015
O -0.01 0.0044 0.0203
O 0.0101 0.0223 -0.0281
O -0.0146 -0.0094 -0.0115
O -0.0036 0.005 -0.0149
O 0.0043 0.0226 0.0078
O -0.0148 -0.0157 0.0027
O -0.0237 0.0122 0.0193
O -0.0427 -0.0214 0.007
O 0.0079 -0.0012 0.0166
O -0.0155 -0.013 -0.0151
O 0.0166 0.0248 -0.0091
O 0.002 0.0147 -0.0126
O 0.0097 -0.0002 0.0334
O -0.0081 0.0084 0.0027
O 0.003 0.0048 0.0165
O -0.0088 0.0212 0.0183
O -0.0081 -0.0005 0.0032
O -0.0017 -0.0155 -0.0068
O -0.0018 -0.0157 -0.0005
O 0.0128 0.012 -0.0034
O 0.016 -0.0062 -0.0027
O 0.015 0.0119 -0.0009
O 0.0107 -0.0123 0.0025
O 0.0177 -0.0208 0.0056
O 0.0139 0.0186 0.0376
O 0.0168 0.0156 -0.0144
O 0.0058 0.0068 0.0043
O -0.0017 -0.0074 0.0177
O -0.0003 -0.0061 0.0195
O 0.0116 -0.0214 -0.009
O 0.0137 0.0154 0.0151
O 0.0044 -0.0191 -0.0022
O -0.0093 -0.0275 0.0158
O -0.0068 -0.0083 -0.0077
O 0.0163 0.0174 0.0067
O 0.0283 0.0198 -0.0046
O -0.0101 -0.0012 -0.0128
O -0.0293 -0.0057 -0.0063
O -0.0167 -0.0155 0.008
O 0.0007 -0.0002 -0.0058
O 0.0203 0.0013 -0.0038
O 0.0107 -0.0171 0.0013
O -0.0034 -0.018 0.0292
O 0.0001 -0.0127 -0.0353
O -0.0116 0.0036 0.0032
O -0.0012 -0.0063 -0.0104
O -0.0296 0.0064 0.0104
O 0.0184 0.0051 0.0206
O -0.0142 -0.0002 0.0167
O 0.0063 -0.0031 -0.0277
O -0.0002 -0.0003 0.0167
O -0.0267 0.0087 -0.0063
O -0.0012 -0.0049 -0.0336
O 0.0364 0.0186 -0.0011
O -0.0196 -0.017 -0.0226
O 0.0114 0.01 0.009
O -0.018 -0.0074 -0.008
H 0.014 -0.0001 -0.0316

The program warned: the cutoff lies below the one the program advises for these potential files; the forces do not sum to zero within the program's tolerance; the exchange-correlation potential is rough where the density is thin.
